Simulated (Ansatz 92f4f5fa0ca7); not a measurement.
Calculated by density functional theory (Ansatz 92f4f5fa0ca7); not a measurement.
Periodic cell of 256 atoms, Si144O112, from a study of silicon, its oxide and their interface. The atomic structure is a simulated model.
Doubt: the cutoff is far below the 930 eV that the study's wrapper takes by default for these files, so forces and energies are approximate.

Settings: functional PBE; potential files Ansatz PAW; basis plane waves; wave-function cutoff 580 eV; density cutoff ratio 5; exchange-correlation grid ratio 1; k mesh 1 x 1 x 1, Gamma-centred; self-consistency stop 5e-08 eV per atom in the density residual; occupations fixed; spin none; net charge 0.

Cell vectors (angstrom)
a, 10.938, 0, 0
b, 0, 10.938, 0
c, -0.5492, 4.6506, 36.8371

Atoms: element, x, y, z (angstrom)
Si, 1.0555, 2.9474, 29.5707
Si, 3.6167, 5.5877, 29.0107
Si, 0.5241, 9.0485, 29.604
Si, 3.1172, 0.6251, 29.6069
Si, -4.9049, 3.4585, 29.1524
Si, -2.1912, 6.2952, 29.4394
Si, 6.5409, 8.5623, 29.2528
Si, -1.6745, 0.3431, 29.258
Si, 2.2342, 4.6112, 30.6875
Si, 4.7959, 7.3552, 30.3853
Si, 2.0091, -0.7835, 31.0392
Si, 4.9111, 1.8615, 30.5624
Si, -3.3984, 4.6432, 30.6151
Si, -0.6159, 7.3913, 30.7759
Si, 7.6624, 10.1255, 30.6201
Si, -0.6395, 1.8806, 30.7401
Si, 0.8388, 6.0049, 32.0359
Si, 3.5634, 8.7013, 32.0211
Si, 0.6911, 0.6456, 32.2188
Si, 3.6078, 3.2483, 32.0408
Si, 6.1894, 6.0647, 31.9672
Si, 8.9915, 8.7963, 32.0919
Si, 6.2913, 11.491, 31.9981
Si, -1.9852, 3.3268, 32.0271
Si, -0.5492, 4.6506, 33.4188
Si, 2.1853, 7.3851, 33.4188
Si, -0.5492, 10.1196, 33.4188
Si, 2.1853, 1.9161, 33.4188
Si, 4.9198, 4.6506, 33.4188
Si, 7.6543, 7.3851, 33.4188
Si, 4.9198, 10.1196, 33.4188
Si, 7.6543, 1.9161, 33.4188
Si, 1.3673, -1.3673, 3.418
Si, 4.1018, 1.3673, 3.418
Si, 1.3673, 4.1018, 3.418
Si, 4.1018, -4.1018, 3.418
Si, 6.8362, -1.3673, 3.418
Si, -1.3673, 1.3673, 3.418
Si, 6.8362, 4.1018, 3.418
Si, -1.3673, 6.8362, 3.418
Si, 2.7303, 0.0074, 4.8255
Si, 5.4517, 2.7295, 4.751
Si, 2.8122, 5.4528, 4.7693
Si, 5.4723, -2.7509, 4.7563
Si, -2.6433, -0.0738, 4.7697
Si, 0.0131, 2.7336, 4.7863
Si, 8.2293, 5.4763, 4.7913
Si, 0.0137, -2.7238, 4.8306
Si, 1.41, 1.415, 6.2347
Si, 4.2132, 4.1236, 6.1964
Si, 1.4844, -4.0558, 6.0985
Si, 4.1465, -1.3617, 6.1404
Si, -4.1532, 1.2581, 5.963
Si, -1.2929, 4.1672, 6.1555
Si, 6.8947, -4.0563, 6.1437
Si, -1.2214, -1.3163, 6.3199
Si, -0.1799, 0.4524, 7.742
Si, 2.5785, 3.0277, 7.4709
Si, 0.409, -5.6239, 7.4133
Si, 3.0547, -2.9294, 7.4915
Si, 5.7394, -0.2607, 7.4479
Si, -2.6238, 2.4935, 7.1161
Si, 5.3593, 5.7367, 7.5306
Si, -2.9206, -2.4554, 7.4629
Si, 0.8181, 3.2834, 34.7861
Si, 3.5526, 6.0179, 34.7861
Si, 0.8181, 8.7524, 34.7861
Si, 3.5526, 11.4869, 34.7861
Si, 6.2871, 3.2834, 34.7861
Si, -1.9164, 6.0179, 34.7861
Si, 6.2871, 8.7524, 34.7861
Si, -1.9164, 0.5489, 34.7861
Si, 2.1853, 4.6506, 36.1533
Si, 4.9198, 7.3851, 36.1533
Si, 2.1853, 10.1196, 36.1533
Si, 4.9198, 1.9161, 36.1533
Si, -3.2837, 4.6506, 36.1533
Si, -0.5492, 7.3851, 36.1533
Si, -3.2837, -0.8184, 36.1533
Si, -0.5492, 1.9161, 36.1533
Si, 1.3673, 1.3673, 0.6835
Si, 4.1018, 4.1018, 0.6835
Si, 1.3673, 6.8362, 0.6835
Si, 4.1018, -1.3673, 0.6835
Si, 6.8362, 1.3673, 0.6835
Si, -1.3673, 4.1018, 0.6835
Si, 6.8362, -4.1018, 0.6835
Si, -1.3673, -1.3673, 0.6835
Si, 0, 0, 2.0507
Si, 2.7345, 2.7345, 2.0507
Si, 0, 5.469, 2.0507
Si, 2.7345, -2.7345, 2.0507
Si, 5.469, 0, 2.0507
Si, 8.2035, 2.7345, 2.0507
Si, 5.469, 5.469, 2.0507
Si, 8.2035, -2.7345, 2.0507
Si, 7.7386, -8.4332, 18.8976
Si, 7.2974, -6.4018, 16.4038
Si, 8.7092, -10.3866, 14.7642
Si, 2.4028, 2.6317, 24.8474
Si, 2.0131, 5.3887, 26.1644
Si, -1.4474, 6.4621, 9.3923
Si, -0.262, -8.2683, 13.429
Si, 8.1098, 2.328, 26.9861
Si, 3.3091, -2.7635, 10.551
Si, 8.6523, -0.7743, 22.5248
Si, 4.2698, 1.5044, 9.6824
Si, 10.2408, -7.4498, 20.1149
Si, 11.5234, -0.534, 19.3892
Si, 11.0712, 8.4049, 21.6528
Si, 3.7837, 10.2701, 22.7114
Si, -7.1448, -0.2807, 12.0638
Si, 12.3274, -1.934, 12.6211
Si, 4.5953, -7.4825, 15.8148
Si, 6.9165, 10.9227, 20.1687
Si, 3.609, 2.2572, 22.1628
Si, -2.547, -7.3195, 9.6813
Si, 14.3233, 1.7261, 17.6053
Si, -0.0248, 3.5557, 23.1819
Si, 9.3532, -1.0263, 12.2274
Si, 2.9351, -0.1554, 25.5022
Si, -0.6052, 4.5439, 27.3669
Si, -5.4137, -4.9992, 10.6221
Si, 11.181, -5.071, 16.5739
Si, -1.6965, -5.7208, 14.2304
Si, 5.7807, 1.3337, 13.8662
Si, 6.0706, 3.3059, 11.4428
Si, 5.2129, -1.773, 26.5622
Si, -0.6696, 1.333, 10.6563
Si, 12.6884, -7.6134, 15.694
Si, 4.2088, -3.4974, 21.9014
Si, 5.1618, 8.3751, 19.2237
Si, 9.7977, 6.4122, 19.4914
Si, -4.5549, 2.584, 21.514
Si, 3.0689, -1.099, 17.5106
Si, 12.2502, -2.5384, 15.6561
Si, -2.6955, -3.8543, 11.9081
Si, 6.1372, 8.79, 23.7331
Si, 1.6806, 2.2386, 20.0258
Si, 12.6845, 6.3174, 23.2954
Si, 18.596, 7.3939, 17.8023
Si, -2.6139, 2.1538, 23.9019
Si, -1.2903, -1.2126, 17.0518
Si, 2.6807, 9.162, 27.6409
O, 1.2046, -2.6731, 14.0445
O, 1.4625, -4.0286, 16.3013
O, 1.4497, 4.1454, 7.975
O, 0.1458, 0.5598, 9.4134
O, 6.8756, -1.357, 8.0025
O, 0.3729, 5.2449, 26.2638
O, 19.3757, -2.3203, 17.0553
O, 7.5177, 2.9117, 8.5052
O, 10.0672, 9.3762, 22.4828
O, 9.3261, 2.445, 19.2656
O, 11.7317, 3.4783, 19.4312
O, 6.2742, 0.9776, 21.2789
O, 2.6633, -1.7147, 16.0582
O, 7.6448, 7.3833, 28.8385
O, 4.1859, -4.1108, 10.5856
O, 0.0223, -4.6705, 8.7291
O, -2.2605, -3.1987, 8.7872
O, 4.9557, 0.3514, 8.7607
O, 10.0979, -6.7315, 13.2532
O, 1.5497, -2.5858, 28.4769
O, 4.8782, 4.5521, 28.639
O, 6.216, 9.3737, 27.831
O, 10.5068, -3.7307, 20.7028
O, 3.504, 0.9132, 10.9943
O, -12.321, 1.8513, 14.2858
O, -1.3338, 5.7627, 28.1473
O, -2.2043, 5.0679, 9.0531
O, 2.4882, 1.3616, 25.85
O, 7.6684, 9.1317, 23.335
O, 9.0941, 0.1307, 16.2932
O, 13.9372, 1.887, 19.1654
O, 2.7511, 5.8083, 27.5778
O, 9.1334, -0.6726, 13.7913
O, 3.1782, 2.3649, 8.8492
O, 0.9182, 9.3508, 20.5809
O, 7.1887, 2.8155, 22.9137
O, 9.1305, 11.2014, 11.221
O, 3.9536, 8.2467, 27.1305
O, 3.162, -6.8286, 15.3786
O, 15.743, 7.2651, 20.3833
O, 2.6426, 3.9497, 25.7435
O, 8.2342, -6.6705, 15.1003
O, 10.4571, 14.0115, 21.682
O, 0.7556, -6.6152, 16.5155
O, 0.6856, 0.9395, 20.0882
O, -1.4055, -4.3171, 11.0055
O, 6.2466, -8.5101, 12.7705
O, 2.2135, 6.4066, 24.879
O, 9.521, -16.95, 20.055
O, -5.7403, -6.265, 11.6204
O, 1.1113, 2.778, 14.3024
O, 3.7839, -2.1798, 18.4688
O, -1.7715, 3.557, 26.8306
O, -0.5222, -0.8071, 28.8641
O, -0.0322, 9.1259, 16.2132
O, 5.4877, 7.5057, 22.9395
O, 3.6133, 2.4999, 23.7676
O, 5.8341, 5.4083, 9.0902
O, 2.1165, 1.8049, 28.997
O, -2.5132, 6.3298, 13.3458
O, -2.646, -2.2255, 11.9569
O, 7.7636, 1.8969, 25.437
O, 3.9852, 0.238, 17.3027
O, 2.2354, 2.7696, 21.4682
O, 10.8964, -1.4835, 12.0108
O, 8.3753, -3.7856, 19.243
O, 9.6953, 2.7128, 10.0069
O, 7.4995, -7.5964, 17.5135
O, 11.926, 7.6803, 22.8337
O, 6.0362, 8.474, 25.3377
O, 2.0298, -2.9692, 11.5395
O, 3.3966, -0.5223, 28.4438
O, 4.1299, -4.1399, 7.7242
O, 15.7535, 2.1382, 14.8799
O, 6.7693, 2.8441, 27.7951
O, 16.8281, -1.2264, 19.8306
O, -3.3595, 3.7848, 11.0651
O, 7.6829, 6.0064, 16.9607
O, 6.8067, -4.194, 11.2203
O, 1.9439, 9.7813, 26.3256
O, 12.6531, 10.3232, 18.2429
O, 11.339, 3.6364, 28.248
O, 4.8623, 3.1354, 21.6246
O, 8.2251, -0.6221, 20.9424
O, 8.7742, 0.6848, 23.2819
O, -1.5365, 1.3476, 7.5811
O, 3.4576, -2.0309, 21.8912
O, 2.7173, -0.4951, 23.9298
O, 2.7501, -2.4046, 9.0446
O, 5.2863, -0.8126, 23.326
O, -0.8229, 10.1013, 18.5874
O, 0.9992, 2.5984, 24.022
O, 7.2418, 0.9253, 18.8483
O, 5.4594, -8.4923, 10.2277
O, 10.5822, -4.6714, 18.0502
O, 4.5044, -0.407, 25.9661
O, 5.7719, -6.3788, 15.8194
O, 2.0838, -8.9078, 16.6451
O, 2.3865, -0.6424, 12.8159
O, 11.6432, 5.0413, 23.1029
O, 7.0225, -7.6728, 20.1727
O, 10.1421, -4.8876, 15.3172
O, 3.1323, 6.281, 22.3663
O, 4.2576, -1.5839, 11.1878
O, 4.948, -10.8147, 13.1468
O, -3.8408, 0.7889, 14.6467
O, -2.1923, 1.0735, 27.8542
O, 0.1054, 1.8932, 12.0159
O, 6.1054, 7.7436, 18.069
O, 3.6701, 0.6592, 21.7939
O, -1.4321, 3.2988, 23.9966
O, 4.5165, 13.8013, 17.3391

Results
free energy: -155242.781 eV
free energy less fixed offsets of O -568.88, Si -635.61 eV per atom: -0.381 eV

Forces (eV/angstrom), in the order of the atoms: element, x, y, z
Si, -0.0018, -0.0703, -0.0863
Si, 0.109, 0.0084, -0.2527
Si, -0.0171, 0.0461, -0.0978
Si, -0.0639, 0.0338, -0.0944
Si, -0.0652, 0.0931, -0.0302
Si, -0.0704, 0.0696, -0.1322
Si, 0.1307, -0.0478, -0.1135
Si, 0.0412, -0.0648, -0.0701
Si, 0.006, -0.0449, 0.0828
Si, -0.0555, -0.0588, 0.0053
Si, -0.0011, -0.0507, -0.0082
Si, 0.0018, 0.0219, -0.0374
Si, -0.0429, 0.0174, -0.0099
Si, -0.0581, 0.0002, 0.0069
Si, 0.0403, -0.0388, 0.003
Si, 0.0236, -0.0004, 0.0133
Si, -0.0143, 0.0317, -0.0055
Si, 0.0005, 0.0404, -0.0219
Si, -0.0221, 0.0439, -0.0205
Si, 0.0002, 0.0074, 0.0028
Si, 0.0258, 0.0051, 0.0019
Si, -0.0158, -0.0035, -0.0249
Si, -0.0049, 0.0073, -0.0179
Si, 0.0004, 0.0008, -0.0208
Si, -0.0371, -0.034, -0.2523
Si, 0.1475, -0.1912, -0.0387
Si, -0.5499, -0.0956, 0.9891
Si, 0.2112, 0.4889, 0.4201
Si, 0.0654, 0.0994, -0.1149
Si, -0.4902, 0.0105, -0.2488
Si, 0.1455, -0.1661, -0.4201
Si, -0.1416, 0.0129, -0.1805
Si, -0.031, 0.0677, 0.2554
Si, -0.3965, -0.0004, -0.0967
Si, 0.2711, -0.0471, 0.0479
Si, 0.1725, -0.0742, -0.4031
Si, 0.3132, -0.2596, -0.1141
Si, 0.126, -0.0137, -0.0703
Si, 0.1175, 0.052, 0.0604
Si, 0.0509, 0.2272, 0.0992
Si, 0.0168, 0.009, 0.0304
Si, -0.0321, -0.0171, 0.0158
Si, -0.0551, -0.0426, 0.0255
Si, 0.0441, 0.0219, 0.0385
Si, 0.0086, -0.0765, 0.0066
Si, 0.0413, -0.0287, 0.0287
Si, 0.006, 0.0192, 0.0155
Si, -0.0213, -0.0199, -0.0121
Si, -0.0604, 0.0606, -0.0899
Si, -0.0065, 0.0452, 0.0142
Si, 0.0461, 0.0005, -0.0194
Si, -0.0108, -0.03, -0.0626
Si, 0.038, 0.0129, -0.017
Si, -0.0042, 0.0347, -0.0794
Si, -0.0316, -0.0011, 0.0041
Si, -0.0309, 0.136, -0.0222
Si, -0.0951, -0.0268, 0.1231
Si, -0.0904, 0.0916, 0.0619
Si, 0.1289, -0.0666, 0.1526
Si, -0.0257, -0.0109, 0.1117
Si, 0.0618, -0.0603, 0.1352
Si, 0.1118, -0.1472, 0.2047
Si, -0.001, -0.0046, 0.023
Si, -0.0312, 0.0568, 0.0373
Si, 0.1554, 0.0124, 0.0503
Si, -0.0791, -0.1101, 0.0035
Si, -0.0277, 0.0398, -0.0423
Si, -0.1078, -0.0301, -0.0539
Si, 0.0333, 0.0496, -0.0394
Si, -0.0357, -0.0094, -0.0677
Si, 0.056, -0.0543, 0.0163
Si, -0.0144, -0.1881, 0.0794
Si, -0.0522, 0.0969, 0.0095
Si, -0.0272, 0.0301, -0.0436
Si, 0.0257, -0.0236, -0.0017
Si, 0.0207, 0.0162, -0.0164
Si, 0.0171, -0.0545, -0.0036
Si, 0.0191, 0.001, -0.0197
Si, -0.0593, 0.1184, -0.0016
Si, -0.044, -0.0006, -0.0412
Si, 0.0308, -0.0226, 0.0187
Si, 0.0255, -0.0527, 0.0395
Si, -0.0112, 0.0251, 0.0063
Si, -0.0496, -0.0455, 0.0213
Si, -0.0094, 0.0441, 0.0012
Si, -0.0113, 0.0102, 0.0076
Si, 0.0637, -0.1144, 0.0084
Si, 0.0361, -0.0041, 0.0388
Si, 0.0184, 0.095, -0.003
Si, -0.0725, 0.0037, -0.0389
Si, 0.0625, 0.0442, 0.0535
Si, 0.0358, -0.0285, 0.0448
Si, 0.0625, 0.0415, 0.0496
Si, 0.0171, -0.0158, 0.0395
Si, -0.0109, 0.1382, -0.0296
Si, -0.0845, 0.016, -0.0501
Si, 0.0147, 0.0197, 0.0436
Si, 0.018, -0.0256, -0.0595
Si, -0.0209, -0.032, -0.1096
Si, -0.0042, -0.0285, -0.0013
Si, -0.0252, -0.0433, -0.0707
Si, -0.0052, 0.0296, 0.1038
Si, -0.0171, 0.001, -0.0382
Si, -0.0041, 0.0054, -0.0224
Si, 0.0058, 0.0046, 0.0895
Si, -0.0052, 0.0165, 0.0614
Si, -0.0313, 0.0078, 0.0712
Si, 0.0341, -0.0082, 0.0465
Si, 0.0185, 0.0258, 0.0338
Si, 0.0044, -0.0075, 0.0806
Si, -0.0128, 0.0217, 0.0876
Si, -0.0006, -0.0629, 0.0528
Si, 0.0321, 0.0295, -0.0575
Si, 0.0241, -0.0276, -0.0478
Si, -0.0037, 0.0278, 0.0814
Si, -0.0138, 0.0101, 0.0939
Si, -0.0228, -0.0441, 0.1063
Si, -0.0146, 0.0225, -0.0122
Si, 0.0337, -0.018, 0.0445
Si, 0.018, -0.0313, -0.0055
Si, -0.029, 0.0452, -0.0373
Si, -0.007, 0.0423, 0.0032
Si, -0.0298, 0.0082, 0.1003
Si, -0.0167, -0.0077, -0.0548
Si, -0.0244, 0.0055, -0.0745
Si, 0.0042, -0.029, -0.0975
Si, -0.0766, 0.0051, 0.1124
Si, -0.0487, 0.0239, -0.1018
Si, -0.0254, -0.05, 0.022
Si, -0.0055, -0.0189, -0.0681
Si, -0.0106, 0.0037, 0.0712
Si, 0.0009, -0.001, 0.0472
Si, 0.017, -0.0237, 0.0367
Si, -0.0085, -0.0024, 0.0675
Si, -0.0068, 0.0094, -0.0279
Si, 0.0029, 0.0194, -0.1221
Si, -0.0407, 0.0627, 0.0597
Si, -0.0126, 0.0316, 0.0384
Si, 0.0086, 0.0316, 0.053
Si, -0.0033, -0.0287, 0.0546
Si, 0.0302, -0.0062, 0.0109
Si, 0.0264, 0.0099, 0.006
Si, 0.0205, 0.0128, -0.0534
Si, -0.0318, 0.0253, -0.1129
O, -0.0024, -0.023, 0.0934
O, 0.0098, -0.0098, 0.0346
O, 0.0093, 0.0193, -0.1275
O, -0.029, 0.0363, -0.1091
O, -0.0098, 0.0001, -0.118
O, -0.0394, -0.0203, 0.0565
O, -0.0163, -0.0038, 0.0138
O, 0.0035, 0.0021, -0.1179
O, 0.0098, -0.0128, -0.0408
O, -0.01, -0.0046, -0.0179
O, -0.0117, -0.0163, -0.0078
O, 0.0055, -0.0139, -0.0356
O, 0.0166, -0.0017, 0.046
O, 0.0287, -0.0086, 0.1442
O, -0.0005, -0.0217, -0.0271
O, -0.0004, -0.0082, -0.0833
O, -0.0005, -0.0206, -0.0633
O, 0.0189, -0.0001, -0.0671
O, 0.0028, -0.0027, 0.0228
O, -0.0306, 0.033, 0.0742
O, -0.0249, -0.0306, 0.1177
O, 0.0164, -0.0248, 0.1324
O, -0.0175, -0.002, -0.0361
O, 0.0055, 0.0361, -0.0845
O, 0.0083, 0.0087, 0.0288
O, 0.0169, -0.0603, 0.0381
O, -0.0005, -0.0036, -0.0636
O, 0.0103, -0.0009, -0.0049
O, 0.0047, -0.0116, -0.0203
O, 0.0112, -0.0115, 0.0616
O, -0.0031, -0.0166, -0.0248
O, 0.0637, -0.0154, 0.1832
O, -0.0082, 0.0184, 0.0414
O, 0.0244, -0.0158, -0.0315
O, 0.0113, 0.0004, -0.025
O, -0.0086, -0.0021, -0.0282
O, -0.0077, 0.0152, -0.0374
O, 0.0127, -0.0325, 0.0567
O, 0.0059, 0.0105, 0.0221
O, 0.0127, 0.0023, -0.0575
O, 0.0081, 0.0198, 0.0427
O, -0.0119, -0.0022, 0.0432
O, -0.0088, -0.0091, -0.0486
O, 0.0008, 0.0042, 0.0459
O, -0.0098, -0.0221, -0.0256
O, 0.0273, -0.0178, -0.0768
O, 0.0095, 0.0163, -0.0221
O, 0.0104, 0.0113, 0.0101
O, -0.0156, 0.0223, -0.0264
O, 0.0307, -0.0085, -0.054
O, 0.0193, 0.0045, 0.0407
O, 0.0006, -0.0166, -0.0047
O, 0.0404, 0.0259, 0.0354
O, 0.0054, -0.0224, 0.1015
O, -0.014, -0.0021, 0.0388
O, -0.0105, -0.0068, -0.0292
O, 0.0031, 0.0095, -0.0496
O, 0.0073, -0.0064, -0.0805
O, 0.0421, -0.0272, 0.1245
O, 0.0201, -0.0278, 0.0222
O, 0.0023, -0.0031, -0.0112
O, -0.0022, -0.0028, 0.0355
O, -0.0066, -0.0133, 0.0104
O, 0.0052, -0.0166, -0.0459
O, -0.0173, 0.0018, -0.0007
O, -0.0155, 0.0011, -0.0025
O, -0.0001, 0.0466, -0.0235
O, -0.0041, -0.0074, 0.0138
O, -0.0114, 0.0276, -0.0299
O, -0.0047, -0.0087, -0.0059
O, -0.0097, -0.0009, -0.0279
O, 0.0091, 0.0362, 0.0707
O, 0.0044, 0.0137, -0.0408
O, -0.0194, 0.0409, 0.0602
O, 0.0011, -0.0179, 0.0495
O, 0.0009, -0.0098, -0.0277
O, 0.0469, 0.0022, -0.0516
O, -0.0122, 0.0204, 0.0177
O, 0.0186, -0.0059, -0.0473
O, 0.0456, -0.0194, 0.0741
O, 0.0003, 0.0046, 0.0001
O, -0.0316, 0.0463, -0.0023
O, 0.0243, -0.0037, -0.0382
O, -0.0086, 0.0024, -0.0619
O, -0.0058, -0.0131, -0.0091
O, 0.0157, -0.0181, -0.0264
O, 0.001, -0.0192, -0.0355
O, 0.0189, -0.0111, -0.0063
O, -0.0038, -0.0092, -0.112
O, 0.0098, -0.0089, -0.0198
O, -0.0115, -0.0075, 0.002
O, -0.0138, 0.0044, -0.0069
O, 0.0039, -0.0054, -0.0098
O, 0.0167, -0.0246, -0.0439
O, 0.0073, -0.0018, -0.0096
O, 0.037, 0.0021, 0.0167
O, -0.0096, 0.0099, 0.0202
O, 0.0027, -0.0033, 0.0276
O, -0.0018, 0.0142, -0.0023
O, 0.0054, 0.0155, -0.025
O, 0.0039, -0.0084, -0.0274
O, 0.0142, 0.006, 0.0528
O, 0.0174, 0.0117, -0.0303
O, -0.0022, 0.0116, -0.0451
O, 0.0085, 0.0161, 0.0213
O, 0.004, 0.0026, 0.0474
O, -0.0034, -0.0069, 0.0493
O, 0.0058, 0.0214, -0.0002
O, -0.0174, -0.0006, -0.008
O, 0.0011, -0.0003, -0.0383
O, -0.0117, -0.0105, -0.0271
O, -0.019, -0.01, 0.0075

The program warned: the cutoff lies below the one the program advises for these potential files; the forces do not sum to zero within the program's tolerance; the exchange-correlation potential is rough where the density is thin.
